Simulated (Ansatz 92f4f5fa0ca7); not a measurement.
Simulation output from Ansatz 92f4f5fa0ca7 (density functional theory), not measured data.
Periodic cell of 150 atoms, Si88O58N4, from a study of silicon, its oxide and their interface. The atomic structure is a simulated model.

Settings
functional: r2SCAN
potential files: Ansatz norm-conserving
basis: plane waves
wave-function cutoff: 1300 eV
density cutoff ratio: 4
exchange-correlation grid ratio: 1
k mesh: 2 x 2 x 1, shifted by 0.5 0.5 0.5 of a step
self-consistency stop: 5e-08 eV per atom in the density residual
occupations: Fermi-Dirac, 0.05 eV
spin: none
net charge: 0

Cell vectors (angstrom)
a  10.88  0  0
b  0  10.88  0
c  0  0  21.3794

Atoms: element, x, y, z (angstrom)
Si  -0.2421  0.4503  0.1551
Si  3.2998  3.1714  -0.7172
Si  -0.6856  5.3849  -0.4079
Si  3.0338  8.0794  0.014
Si  5.2632  0.5702  -0.5773
Si  8.6536  1.6825  -0.4095
Si  4.6417  6.4492  0.1485
Si  8.0848  7.7593  -0.4404
Si  1.6799  1.3873  0.9434
Si  4.2119  4.3338  1.1207
Si  1.3014  7.0553  1.1775
Si  3.3538  10.36  0.3908
Si  6.7437  1.3008  1.1319
Si  9.495  3.9742  1.3624
Si  6.5003  7.2667  1.2114
Si  9.7892  9.4842  1.3724
Si  0.0912  2.5079  2.6029
Si  3.2836  -0.6816  2.67
Si  0.0258  8.1898  2.8288
Si  2.6116  5.3915  2.5776
Si  5.4873  2.8997  2.3429
Si  7.9804  -0.3513  2.5491
Si  5.075  8.5205  2.7362
Si  8.2451  5.167  2.9544
Si  1.3464  4.1601  3.9997
Si  4.1586  1.3265  3.7282
Si  1.2603  9.5275  4.1965
Si  3.8778  6.9356  4.1883
Si  6.5992  4.077  4.1011
Si  9.3169  1.2082  3.973
Si  6.6523  9.4558  4.3543
Si  9.4316  6.7122  4.1608
Si  -0.1698  -0.1375  5.4861
Si  2.841  2.4671  5.3027
Si  0.0022  5.5088  5.4949
Si  2.7005  8.3272  5.6578
Si  5.5046  0.1959  5.4631
Si  8.091  2.6289  5.4893
Si  5.1991  5.459  5.5525
Si  8.0731  8.0104  5.5814
Si  1.3394  1.2047  6.4761
Si  3.7522  4.1809  6.8093
Si  0.8199  7.1677  6.7393
Si  4.2191  9.5293  6.9562
Si  6.7861  1.3965  6.9324
Si  9.4848  4.2099  6.692
Si  6.4983  6.7423  7.0624
Si  9.1673  9.4155  7.0531
Si  0.0157  2.6452  7.7645
Si  2.579  -0.0252  7.9853
Si  -0.3527  8.1925  8.4523
Si  2.3544  5.8094  7.899
Si  5.3025  2.3468  8.6539
Si  7.943  -0.0663  8.3036
Si  5.1506  7.8513  8.5836
Si  8.1079  5.344  8.2819
Si  0.9779  4.835  9.4999
Si  3.7071  1.0342  9.6892
Si  1.4417  9.1671  9.412
Si  3.283  6.9016  9.7359
Si  7.0051  3.6342  9.601
Si  9.3848  1.6983  9.3695
Si  6.1754  10.2679  9.8804
Si  9.7227  6.2396  9.6453
Si  0.66  1.2575  16.115
Si  0.9605  0.719  11.1881
Si  10.1081  7.218  12.0916
Si  6.9334  -2.3707  18.3805
Si  13.8728  4.8507  17.9662
Si  7.4957  3.5084  12.4784
Si  -0.0486  4.7268  18.1083
Si  8.7048  9.4495  13.9867
Si  15.641  2.7531  13.3118
Si  14.0535  -6.1437  11.6097
Si  14.0703  5.7174  13.6485
Si  -0.7807  0.3967  18.6691
Si  11.6661  -0.2441  13.7371
Si  -1.3475  13.9279  15.8979
Si  6.9232  0.596  12.6977
Si  8.8631  -6.0352  13.7425
Si  12.4747  7.9192  12.2843
Si  4.1972  -3.4645  18.8083
Si  7.0503  -9.649  18.4084
Si  6.0801  5.0633  14.714
Si  6.7889  3.7754  17.2058
Si  13.6357  3.4255  15.4849
Si  8.1677  9.8101  16.9658
Si  8.4458  6.0494  18.607
O  -2.3518  3.2375  0.2967
O  0.1455  -10.9746  19.9406
O  -0.9689  5.9421  17.8638
O  1.8321  2.5611  -0.396
O  7.1571  5.9611  23.4248
O  -0.1247  4.3665  19.771
O  5.0745  6.6872  -1.4009
O  3.5174  3.8188  16.8326
O  8.6384  -1.6362  15.526
O  4.421  2.0091  20.4525
O  14.5065  6.303  17.7048
O  11.2411  0.9892  17.6856
O  2.938  7.9588  19.6057
N  8.5698  1.3413  19.1627
N  8.8158  6.2856  20.3059
O  7.4427  11.3283  16.9753
O  1.7079  4.5612  10.8644
O  9.8223  5.7544  12.773
O  7.8659  1.931  12.4748
O  11.7189  1.0708  12.8469
O  0.8079  10.1033  10.7415
N  2.202  8.0203  10.5932
O  4.1336  5.8456  10.6905
O  -0.8476  -9.2521  15.4075
O  12.2075  10.9844  15.2493
O  6.5959  4.009  11.1444
O  8.3977  2.8475  9.7021
O  15.3138  3.6907  8.1896
O  4.555  10.4642  9.9939
O  6.3201  8.6252  9.6215
O  6.77  10.796  11.2993
O  -0.8375  4.1207  14.7853
O  13.4578  -3.5573  13.4504
O  5.964  0.2726  19.3276
O  5.3736  1.277  12.9255
O  0.9622  3.2871  8.9224
O  10.5415  1.529  10.5637
N  6.0338  3.7196  13.6765
O  24.2617  12.1814  10.6658
O  3.081  4.4025  19.584
O  1.4429  2.6064  15.8085
O  0.6634  6.3336  21.1903
O  10.1201  -11.5215  13.821
O  -0.5124  3.4538  17.2543
O  7.3592  10.3968  13.8115
O  12.2963  5.0878  17.6645
O  14.8307  -7.6302  11.8776
O  18.7692  2.926  16.1834
O  13.3327  4.8572  14.7625
O  15.6935  5.8843  14.2046
O  5.7988  4.6672  16.318
O  -1.4197  -2.3322  21.3861
O  7.6169  -6.1139  18.2912
O  9.5304  -0.8975  17.7992
O  -4.7289  -8.2838  18.1665
O  8.851  8.0962  13.0394
O  23.3238  9.3269  13.1193
O  5.2951  -2.4875  18.1661
O  7.2083  -2.1585  19.931
O  18.5139  5.6326  14.6904
O  14.645  2.6526  14.5241
O  7.6737  7.2096  17.9091

Results
free energy: -38424.670 eV
free energy less fixed offsets of N -289.75, O -463.61, Si -117.95 eV per atom: 3.310 eV
pressure: -0.99 GPa
stress xx, yy, zz, yz, xz, xy (GPa, positive in tension): 2.05, -1.16, 2.1, 0.51, -1.75, -1.5

Forces (eV/angstrom), in the order of the atoms: element, x, y, z
Si  -0.1229  -0.7459  -1.1232
Si  0.2323  0.7705  0.7429
Si  1.0474  0.0336  -0.9456
Si  -1.2314  0.7997  -2.1364
Si  -0.8949  1.7068  -0.4434
Si  -0.844  0.3822  0.516
Si  1.4592  -0.1372  0.6953
Si  1.1442  -0.002  0.728
Si  -0.575  1.0629  -1.8212
Si  -1.445  0.5631  -0.2297
Si  0.4916  -1.1948  0.2269
Si  -0.4851  0.6165  0.1096
Si  0.8574  -1.7026  -0.6417
Si  1.5824  0.637  0.5189
Si  0.0053  -0.8458  1.0661
Si  -0.9633  0.9206  -1.0568
Si  0.1547  0.7338  0.6325
Si  0.54  0.2122  1.023
Si  -0.3744  -1.3612  0.1849
Si  0.4421  1.5724  -0.2183
Si  0.5018  -0.6148  1.2609
Si  -0.478  0.8775  0.7764
Si  0.4241  -0.1021  2.0985
Si  -0.2433  0.2117  -0.0741
Si  -0.2982  -1.7691  0.762
Si  0.6257  -0.3326  0.139
Si  2.0178  -0.4926  -0.7046
Si  0.1452  -0.8929  -1.1335
Si  0.4839  -1.122  1.3308
Si  0.7078  -0.6227  -0.2246
Si  0.6065  -0.2265  -1.7774
Si  0.7836  0.6554  -0.3576
Si  -1.7938  0.3086  -0.4079
Si  -0.6478  1.8632  -0.5995
Si  -0.0785  -0.3437  -1.6102
Si  -1.1564  -0.4459  -0.6272
Si  -0.7772  -0.6003  0.019
Si  -0.3025  1.3821  -0.9091
Si  0.6042  0.1275  -1.0073
Si  -1.4606  -0.0632  0.3177
Si  -0.4592  0.3587  0.8462
Si  -0.9232  0.2515  -0.698
Si  2.4725  0.4095  0.464
Si  -0.1339  0.2877  -0.1951
Si  -0.6597  0.0222  0.4931
Si  -0.506  -1.2309  0.4099
Si  1.4363  -0.7272  -0.5281
Si  1.3314  -0.0078  -0.9895
Si  -1.0572  -0.7054  -0.1878
Si  0.1148  -1.0364  -0.0578
Si  -0.6073  -1.334  -0.4822
Si  -0.6979  0.301  -0.0422
Si  1.089  1.3129  -0.3345
Si  -0.7684  1.9337  1.4495
Si  0.7937  2.0219  0.6279
Si  -1.6719  -0.0666  -0.557
Si  -1.2933  -0.0802  -2.4777
Si  0.6235  -2.1953  -1.2968
Si  -0.0179  1.4357  2.4402
Si  1.4533  0.7017  -0.5292
Si  -0.7166  0.8925  -0.396
Si  2.8348  -2.8526  -1.5342
Si  1.0306  -1.7701  0.2995
Si  1.6501  1.2635  1.1306
Si  -2.4845  0.4352  -0.0733
Si  0.4163  3.7599  0.257
Si  -2.2918  -0.1646  0.666
Si  -2.4352  1.8172  -2.016
Si  -1.1515  0.3209  0.8373
Si  -3.6231  0.1892  1.4243
Si  1.1712  -2.3258  2.1598
Si  1.4098  0.2485  -1.7821
Si  0.1781  -1.6116  -2.9308
Si  1.8432  -1.2552  -0.4876
Si  1.568  3.0651  0.6438
Si  -0.5012  -1.2882  -0.1988
Si  -0.1562  -2.3384  1.2484
Si  -0.9544  0.9012  1.2757
Si  -2.5896  2.3086  0.8317
Si  1.6011  1.0712  1.4644
Si  -0.0901  1.7883  0.4142
Si  0.1585  -1.7838  -0.9827
Si  -1.4273  -1.9096  -1.0822
Si  0.1856  -1.1458  0.5003
Si  2.5028  -0.1722  0.6004
Si  0.0305  0.9535  -0.1396
Si  -1.1484  1.4513  0.0667
Si  2.5133  -0.5827  0.8623
O  -0.2375  -1.2085  -1.7843
O  -1.6825  0.8633  0.5549
O  -2.2821  2.0895  -0.2593
O  0.1791  -1.2009  1.4249
O  -0.8778  1.6617  -1.2895
O  -0.9338  0.6997  -1.1113
O  0.5015  -1.2821  -1.0577
O  -0.1911  -0.3959  1.6622
O  -0.8361  -1.11  2.6984
O  -0.0171  -0.124  -0.2995
O  1.3532  0.9579  1.0968
O  0.5894  0.3271  -0.7584
O  -0.8682  1.0201  2.2134
N  2.2698  0.1498  2.2512
N  -0.9791  0.5026  -0.8649
O  -0.4956  -0.3163  0.9902
O  2.0917  0.1871  3.1527
O  -0.2749  -0.3383  0.9548
O  0.2821  -0.6235  0.2358
O  1.1966  -0.2242  -3.1059
O  -0.0131  -1.2816  -1.4576
N  0.66  -1.0544  -0.4617
O  -2.0184  -1.3608  0.8836
O  1.4197  -1.5082  0.9743
O  0.0767  -0.9418  -0.6433
O  1.9047  -0.16  0.6428
O  -0.0675  0.5528  1.5513
O  0.1623  -0.7001  0.4291
O  0.0631  1.4222  0.3638
O  -1.1787  -0.0204  -0.3851
O  0.3264  -1.3754  -1.857
O  -3.1517  1.3055  -1.6582
O  0.9217  -3.9656  -0.4101
O  0.9703  0.7033  -0.0167
O  1.1286  -0.502  0.3542
O  0.0332  0.7697  0.3723
O  -0.1637  -0.4808  0.0974
N  3.3319  0.3297  -0.7284
O  -2.8962  -0.2039  2.2474
O  0.8235  -0.881  -1.8915
O  1.0615  0.2012  0.0469
O  -0.9518  0.1219  1.109
O  -1.1146  -0.2675  -0.6235
O  -1.4956  -0.3108  -0.247
O  0.7215  0.2321  -1.2918
O  1.0976  -0.1323  0.0237
O  -0.5018  1.4339  0.8144
O  0.3044  2.1698  0.8893
O  -1.0176  -0.3328  0.2718
O  -2.2476  1.324  -0.5159
O  0.9104  0.1088  -0.8593
O  -0.8549  0.3057  0.9774
O  -1.8042  -3.1819  -1.3388
O  1.0209  0.827  1.2096
O  1.1387  0.1148  -0.8873
O  1.2369  0.4505  -0.8326
O  -0.6423  2.0392  -0.009
O  0.3107  0.3729  -0.474
O  1.0021  -0.4518  1.5833
O  0.9568  -0.7065  -1.4867
O  -0.8819  -0.6954  0.6404
O  -0.0952  -0.6451  -0.6293
